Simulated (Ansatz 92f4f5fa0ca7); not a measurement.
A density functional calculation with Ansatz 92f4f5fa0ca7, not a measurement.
Periodic cell of 228 atoms, Si140O88, from a study of silicon, its oxide and their interface. The atomic structure is a simulated model.

Settings
functional: r2SCAN
potential files: Ansatz PAW
basis: plane waves
wave-function cutoff: 800 eV
density cutoff ratio: 5
exchange-correlation grid ratio: 1
k mesh: 1 x 1 x 1, shifted by 0.5 0.5 0 of a step
self-consistency stop: 1e-10 eV per atom in the density residual
occupations: fixed
spin: none
net charge: 0

Cell vectors (angstrom)
a  10.887  0  0
b  0  10.887  0
c  0  0  32.8274

Atoms: element, x, y, z (angstrom)
Si  0.1889  -0.4266  -0.0131
Si  2.4337  2.9201  -0.0248
Si  0.0937  5.0383  0.0756
Si  2.5095  8.3016  -0.1143
Si  5.7124  -0.2966  0.1092
Si  8.0771  2.5947  0.0018
Si  5.8076  5.5297  -0.0954
Si  7.8873  8.4097  0.398
Si  1.2581  1.3196  1.2539
Si  4.24  4.0487  1.1107
Si  1.3411  6.7161  1.2184
Si  4.0081  9.496  1.2909
Si  6.8899  1.2122  1.4762
Si  9.3652  4.0111  1.4269
Si  6.6481  6.8892  1.609
Si  9.5626  9.5258  1.5217
Si  -0.0917  2.6369  2.707
Si  2.6685  0.0086  2.6427
Si  0.0374  8.0532  2.7158
Si  2.8088  5.401  2.5597
Si  5.4578  2.6849  2.6443
Si  8.2347  -0.0237  2.8917
Si  5.2778  8.2369  2.8451
Si  8.1006  5.4511  2.7883
Si  1.3837  4.0478  3.9495
Si  4.0622  1.3543  4.0126
Si  1.3635  9.4916  4.051
Si  3.9952  6.7671  4.1107
Si  6.76  4.0468  4.0945
Si  9.542  1.3589  4.2095
Si  6.7758  9.5172  4.1403
Si  9.5345  6.7656  4.1025
Si  0.0229  -0.046  5.4746
Si  2.7154  2.7162  5.3834
Si  0.041  5.3993  5.396
Si  2.6818  8.1527  5.4701
Si  5.4256  0.0338  5.4397
Si  8.1444  2.7339  5.49
Si  5.4156  5.4323  5.4476
Si  8.1608  8.1378  5.4496
Si  1.3865  1.3554  6.7868
Si  4.0561  4.0699  6.793
Si  1.3288  6.7835  6.8145
Si  4.0815  9.5323  6.7886
Si  6.7817  1.3691  6.8318
Si  9.5547  4.092  6.7971
Si  6.8052  6.791  6.8069
Si  9.5104  9.5033  6.8208
Si  0.0285  2.7265  8.1486
Si  2.741  0.0121  8.1612
Si  -0.0236  8.1437  8.184
Si  2.7165  5.4413  8.1671
Si  5.4298  2.7418  8.1775
Si  8.1535  -0.0045  8.1728
Si  5.4564  8.1881  8.1503
Si  8.2028  5.4618  8.1598
Si  1.3745  4.0807  9.5506
Si  4.0725  1.3878  9.5449
Si  1.3695  9.5238  9.4897
Si  4.0992  6.8225  9.4923
Si  6.8314  4.1115  9.4958
Si  9.5447  1.3705  9.487
Si  6.7801  9.5523  9.5588
Si  9.5288  6.8016  9.5832
Si  0.0462  0.0346  10.8345
Si  2.7513  2.7536  10.9465
Si  0.0395  5.4395  10.9388
Si  2.7421  8.181  10.8503
Si  5.4158  0.0565  10.931
Si  8.1955  2.7441  10.8358
Si  5.4731  5.4778  10.8472
Si  8.1454  8.184  10.9097
Si  1.3922  1.3495  12.2721
Si  4.1634  4.1486  12.2628
Si  1.4703  6.8051  12.2575
Si  4.0114  9.5724  12.2606
Si  6.7891  1.4909  12.2241
Si  9.5581  4.0337  12.2549
Si  6.7656  6.8223  12.2709
Si  9.5484  9.5965  12.1606
Si  0.0548  2.6809  13.6491
Si  2.7118  0.0347  13.7317
Si  0.0708  8.2437  13.4541
Si  2.8975  5.5009  13.6951
Si  5.5191  2.874  13.7062
Si  8.1775  0.1179  13.4661
Si  5.3566  8.2242  13.5986
Si  8.153  5.3925  13.5474
Si  1.5523  4.007  14.9263
Si  4.208  1.4126  15.0087
Si  1.2311  9.5558  15.0341
Si  4.1485  6.9602  15.2002
Si  6.8706  4.2537  15.1861
Si  9.4728  1.3724  14.9745
Si  6.8102  9.6255  14.746
Si  9.6124  6.7921  14.6476
Si  -0.6334  -0.4616  16.2505
Si  2.7856  2.6024  16.4314
Si  0.2389  5.5995  15.9351
Si  2.2855  7.954  16.3714
Si  5.8615  0.2724  16.2447
Si  8.0336  2.5938  16.4202
Si  5.9857  6.0982  16.5046
Si  8.215  8.1745  15.8471
Si  -4.9995  18.697  27.9996
Si  8.9932  16.3764  26.1986
Si  4.1343  28.6911  30.3536
Si  1.1527  16.0174  23.049
Si  15.8338  24.2343  28.18
Si  17.831  12.5888  23.5365
Si  9.3986  6.2189  22.8953
Si  24.3364  16.6811  27.892
Si  -10.8802  34.5228  28.5318
Si  11.412  14.8915  26.8353
Si  15.2672  -2.8621  21.3648
Si  -1.6246  11.753  30.797
Si  2.2955  7.5608  19.2524
Si  -2.3625  6.8214  28.5766
Si  12.1473  10.6879  23.1105
Si  20.4923  8.1947  25.0905
Si  10.0259  3.8355  18.3127
Si  2.6211  7.8352  23.8686
Si  23.839  2.5203  24.4885
Si  14.9801  13.8575  19.2411
Si  19.9082  10.5024  23.3224
Si  6.4173  12.3038  30.7698
Si  -10.5008  -2.8455  27.6909
Si  4.6631  -5.0717  19.3731
Si  -4.3087  21.2406  21.5782
Si  -10.1204  1.1871  18.1885
Si  -5.5365  11.2151  19.1308
Si  5.1674  -5.7672  26.5412
Si  14.8072  -23.319  26.1487
Si  24.4415  0.706  20.4154
Si  0.0179  5.9449  20.4516
Si  2.5411  1.9052  29.9033
Si  12.6882  21.4096  28.2364
Si  7.144  4.6354  24.1796
Si  -2.3278  6.0797  31.4971
Si  4.6827  -9.6984  25.4578
O  6.8474  -8.1797  -1.1361
O  8.4315  -5.4178  -5.1354
O  5.0978  -3.0506  -3.3989
O  8.6184  3.1237  -14.9495
O  9.9411  7.5608  -9.1876
O  -10.0783  9.3068  -4.2191
O  2.9431  2.1878  -1.3924
O  -1.248  1.2229  -3.544
O  5.7691  5.0252  -7.8165
O  2.8169  -0.9369  -5.6801
O  -2.6404  4.3617  -7.4911
O  12.187  4.0471  -0.4293
O  -14.399  5.2071  -0.6009
O  12.3878  15.4817  -4.8582
O  7.713  0.437  -2.1421
O  -7.4624  3.3062  17.7781
O  5.5898  -5.0986  18.0501
O  5.3472  21.4081  17.6648
O  3.8137  18.4792  22.8038
O  1.8279  12.2645  16.9732
O  -0.5747  4.8341  17.0941
O  21.3198  -5.8515  23.3613
O  -19.1989  22.0857  29.5075
O  12.6438  -1.6831  23.5808
O  3.1571  -4.667  18.9412
O  27.2498  25.5464  27.4006
O  10.5895  5.2192  26.1582
O  12.304  11.9562  24.128
O  17.6562  9.3947  32.5432
O  10.5003  11.075  17.7168
O  13.3082  8.496  17.92
O  11.9053  13.2906  29.6828
O  1.8835  -7.171  23.3869
O  -3.6862  7.1995  16.7017
O  3.3161  16.8478  29.3257
O  1.3619  14.0096  25.7999
O  -19.9973  6.4325  23.8312
O  9.6745  6.5337  21.3321
O  3.5474  13.6195  28.9436
O  15.8995  16.9251  31.3993
O  1.2521  6.7017  16.5711
O  1.7132  7.1282  27.5779
O  16.7154  17.2471  27.3093
O  5.1475  6.8375  20.5394
O  10.1672  15.6501  19.6181
O  11.6486  17.9863  19.5685
O  14.5251  13.1235  24.7868
O  4.7022  23.0926  27.0692
O  5.9705  12.8142  29.3168
O  13.091  0.2245  21.8638
O  20.2234  2.0752  31.8949
O  19.8282  9.6233  24.7034
O  -0.0859  41.0992  26.1712
O  11.7295  0.8026  27.6307
O  12.2558  20.3075  32.3807
O  -7.5627  8.094  25.3104
O  -7.8589  8.3374  20.4806
O  1.4158  0.448  19.4456
O  27.9401  1.4946  24.9311
O  -0.8448  7.3607  28.4852
O  3.1378  7.8097  31.2794
O  4.64  15.1949  19.9342
O  3.985  10.8038  19.9046
O  9.2133  -1.6742  16.6425
O  -5.4331  9.1924  21.6866
O  16.1053  19.7782  27.008
O  11.1066  13.5464  18.5295
O  21.4411  -0.3188  22.7934
O  4.3078  10.5348  25.1187
O  7.8532  16.6687  23.2271
O  17.5149  21.6183  19.9952
O  -0.8478  5.4303  31.6128
O  -2.2198  -3.862  25.7288
O  -3.9389  -7.5825  23.2734
O  -0.5289  -7.8508  27.582
O  3.0391  -8.6006  20.273
O  27.0936  1.9433  18.9885
O  18.3651  29.802  28.241
O  14.4561  5.4201  26.6599
O  8.4526  1.1082  23.641
O  10.2901  -0.2186  31.3908
O  18.905  9.8851  22.1774
O  -2.2152  7.5804  32.0708
O  5.3098  0.5093  31.5518
O  12.0838  -5.5136  21.4333
O  6.1733  11.7241  22.3828
O  8.1104  -4.6684  29.9919
O  -3.9237  1.3935  16.7136

Results
free energy: -139738.503 eV
free energy less fixed offsets of O -570.45, Si -639.56 eV per atom: -0.503 eV

Forces (eV/angstrom), in the order of the atoms: element, x, y, z
Si  0.0267  0.0471  0.1774
Si  0.0249  0.0587  0.1708
Si  -0.0105  0.0231  0.2354
Si  -0.0743  0.0154  0.2363
Si  0.0233  0.0091  0.2344
Si  0.0148  -0.0021  0.1634
Si  -0.0918  -0.0632  0.1359
Si  -0.0448  0.0528  0.1479
Si  -0.0086  0.015  0.0201
Si  0.0084  -0.0148  -0.0076
Si  -0.0043  -0.0178  0.0059
Si  -0.0182  0.0135  0.0002
Si  -0.034  0.0021  -0.0099
Si  0.0319  0.0016  0.0197
Si  0.0667  -0.0189  0.008
Si  0.0331  -0.0238  0.0313
Si  0.014  -0.0115  0.0573
Si  0.0229  -0.0028  0.0576
Si  -0.0324  0.0016  0.0348
Si  -0.0026  0.0147  0.0246
Si  0.0129  -0.0319  0.0223
Si  -0.0191  0.015  0.0756
Si  0.049  0.0156  0.0538
Si  0.0013  -0.0164  0.0332
Si  -0.0162  0.0036  -0.0346
Si  0.0205  -0.0254  -0.0027
Si  -0.0427  0.0166  -0.0321
Si  0.0159  -0.0036  -0.016
Si  0.0323  0.0044  -0.033
Si  -0.0125  -0.0118  0.0139
Si  0.0204  -0.0021  0.0124
Si  -0.033  0.0165  0.0012
Si  0.0006  -0.0032  0.0139
Si  -0.0041  -0.0222  0.011
Si  -0.0146  0.005  -0.0012
Si  0.0042  -0.0045  0.0009
Si  0.0006  -0.0012  -0.0018
Si  0.012  -0.0031  0.0213
Si  0.0074  0.0192  0.0061
Si  0.0127  -0.0007  0.0196
Si  -0.0136  -0.0139  0.0025
Si  -0.0079  0.0191  0.0074
Si  -0.0055  0.0003  -0.0012
Si  0.012  0.0008  0.0157
Si  -0.0022  0.0027  0.0047
Si  -0.0011  -0.0082  0.011
Si  0.0341  0.0237  0.0052
Si  -0.0259  -0.0227  0.0024
Si  -0.0192  0.0013  0.008
Si  -0.0019  0.0086  -0.0066
Si  -0.0095  0.0067  -0.0072
Si  -0.0084  0.0149  0.0002
Si  0.028  -0.011  -0.0019
Si  0.0128  -0.0029  0.0063
Si  0.011  0.0056  0.0047
Si  -0.0111  0.0023  0.004
Si  0.0105  -0.0044  -0.0015
Si  0.0105  -0.0059  0.002
Si  -0.0162  -0.0129  -0.0073
Si  -0.0004  0.0018  -0.0124
Si  0.0186  0.0092  -0.0071
Si  -0.0019  -0.0025  -0.0107
Si  0.0155  0.0045  -0.0088
Si  0.005  0.0152  -0.0172
Si  -0.0175  -0.022  -0.0169
Si  -0.0049  0.0167  -0.0187
Si  -0.0099  0.0088  -0.0122
Si  0.0072  0.0055  -0.0127
Si  -0.0098  -0.0043  -0.0237
Si  0.0111  -0.0032  -0.0066
Si  0.0232  0.0116  -0.0096
Si  -0.0039  0.0006  -0.0276
Si  -0.0044  0.0078  0.0272
Si  -0.02  -0.0124  0.0167
Si  -0.0254  0.0075  0.0198
Si  0.0196  0.0301  0.0094
Si  0.0025  -0.026  0.02
Si  -0.0024  0.0052  0.0046
Si  0.0065  0.0343  0.0227
Si  -0.0007  0.0093  0.0132
Si  0.0165  -0.0037  -0.0278
Si  0.009  -0.0286  -0.0579
Si  -0.0072  -0.031  -0.0673
Si  -0.0208  0.0026  -0.0397
Si  0.0054  -0.0066  -0.0635
Si  -0.0132  0.0185  -0.0572
Si  0.03  0.0067  -0.0381
Si  0.0328  0.0244  -0.0466
Si  -0.0143  0.0335  0.0119
Si  0.0024  -0.0275  0.0524
Si  0.0208  0.0076  0.0175
Si  -0.031  -0.0235  -0.0109
Si  -0.0181  -0.0134  -0.0036
Si  0.0303  0.0171  -0.0311
Si  0.0398  -0.0285  -0.0025
Si  -0.0159  -0.0078  -0.0374
Si  0.0363  0.0404  -0.2473
Si  -0.039  -0.033  -0.1688
Si  0.0341  0.0164  -0.1578
Si  0.0227  0.0287  -0.2065
Si  0.0129  0.0426  -0.2208
Si  -0.0187  -0.0055  -0.2198
Si  -0.0101  -0.0214  -0.2164
Si  0.0121  -0.0016  -0.1592
Si  -0.0356  -0.0231  0.233
Si  0.0139  0.0094  0.188
Si  0.038  0.0356  0.3311
Si  0.0259  -0.0016  -0.1339
Si  0.0413  -0.0229  0.2856
Si  -0.0571  -0.0419  -0.0452
Si  0.0301  0.009  -0.128
Si  0.0656  0.0285  0.1722
Si  -0.0416  -0.0329  0.2021
Si  -0.0349  -0.0256  0.1328
Si  -0.0388  -0.0369  -0.2079
Si  0.0204  -0.0024  0.2498
Si  0.0124  -0.0055  -0.2571
Si  -0.0551  -0.0067  0.2347
Si  0.0725  0.0224  -0.0998
Si  0.0548  -0.0087  0.066
Si  -0.0172  -0.0634  -0.2656
Si  0.0534  0.0194  -0.0484
Si  -0.0331  0.0149  0.0169
Si  -0.0388  -0.017  -0.186
Si  0.0001  -0.0612  -0.0413
Si  0.0506  0.0494  0.2875
Si  -0.0062  -0.0213  0.1343
Si  0.0245  -0.0362  -0.2639
Si  -0.0772  -0.0109  -0.1887
Si  -0.0374  0.0302  -0.191
Si  -0.0605  0.0135  -0.2351
Si  -0.0326  -0.0077  0.1592
Si  -0.0091  0.0091  0.1013
Si  0.0169  0.0419  -0.2475
Si  0.0543  -0.0454  -0.2524
Si  -0.0275  0.0016  0.1813
Si  -0.0132  0.0621  0.146
Si  -0.009  -0.0035  0.0621
Si  -0.0194  -0.014  0.256
Si  -0.0447  -0.0215  0.1166
O  -0.0531  -0.0135  -0.1323
O  0.0042  -0.0533  -0.0807
O  0.0525  0.0424  -0.164
O  0.0428  0.0307  0.1688
O  -0.0081  0.009  -0.0089
O  -0.0119  -0.0336  -0.0491
O  0.0097  -0.0499  -0.1502
O  0.0287  0.0196  -0.1594
O  0.0159  -0.0055  -0.0644
O  0.0353  -0.0228  -0.0843
O  -0.025  -0.0267  -0.0509
O  -0.0041  -0.0272  -0.0786
O  0.0528  0.039  -0.0751
O  -0.0271  -0.0187  -0.0356
O  -0.0209  -0.0503  -0.076
O  0.0543  0.0299  0.1354
O  -0.0335  0.0051  0.2178
O  -0.0135  -0.0494  0.1716
O  -0.0164  -0.0103  0.0885
O  -0.0057  -0.0317  0.079
O  -0.0523  -0.0345  0.1436
O  -0.038  -0.0005  0.0216
O  0.0029  -0.0512  -0.0959
O  -0.0431  -0.0155  0.0258
O  -0.0112  -0.0026  0.0846
O  0.0212  0.0719  -0.0984
O  0.005  0.0208  -0.0425
O  -0.0048  0.0018  0.0191
O  0.0152  -0.0129  -0.0816
O  0.0277  -0.0073  0.1268
O  -0.0186  -0.0119  0.2144
O  0.008  0.0211  -0.0593
O  0.0058  -0.0071  0.0174
O  -0.0622  -0.0435  0.1111
O  -0.0694  -0.0576  -0.1534
O  0.0346  -0.0418  -0.0532
O  0.0006  0.0168  0.0242
O  -0.0848  0.0311  0.1162
O  0.0056  0.0468  -0.1216
O  -0.0491  0.0416  -0.1631
O  0.0239  0.0069  0.1116
O  -0.012  0.0186  -0.0668
O  0.0125  -0.0564  -0.0725
O  0.0317  0.0586  0.129
O  -0.0027  0.0756  0.1468
O  -0.0416  -0.0089  0.1005
O  0.0044  0.0174  -0.0217
O  -0.0036  -0.0543  -0.0984
O  -0.0723  0.0311  -0.2271
O  -0.049  -0.0512  0.1648
O  0.0608  0.0087  -0.1219
O  -0.0135  0.0235  0.0033
O  -0.0192  0.0262  -0.0849
O  0.0226  -0.0399  -0.0965
O  -0.0046  -0.002  -0.1065
O  -0.0066  -0.0328  -0.0164
O  0.0295  0.0605  0.1189
O  0.0509  -0.046  0.1423
O  0.0473  0.0169  -0.0035
O  0.0619  0.0133  -0.0716
O  0.0397  -0.0614  -0.2083
O  0.0211  0.0147  0.0809
O  -0.013  -0.0469  0.0935
O  0.0225  0.0357  0.1021
O  0.0228  0.0113  0.0826
O  -0.0049  0.0448  -0.0793
O  -0.0254  0.0107  0.0956
O  -0.0389  0.0184  0.0134
O  0.0098  0.0038  -0.0513
O  -0.0236  0.0075  0.0018
O  0.0767  -0.0303  0.1377
O  -0.0288  0.0094  -0.1597
O  -0.0343  0.0194  -0.0496
O  0.0014  0.0096  -0.0197
O  0.0085  0.0668  -0.0864
O  -0.0132  0.007  0.0714
O  0.0166  0.0028  0.0627
O  0.0073  0.0182  -0.0826
O  0.0125  -0.0056  -0.0877
O  0.0276  0.0284  0.0335
O  -0.0213  -0.011  -0.1555
O  0.0554  -0.0203  0.0568
O  0.0506  -0.072  -0.1088
O  -0.0442  0.0392  -0.1493
O  0.041  -0.032  0.1112
O  -0.0026  0.0577  0.0686
O  -0.0198  0.0358  -0.2184
O  -0.0213  -0.0216  0.1287

The program warned: the cutoff lies below the one the program advises for these potential files; the forces do not sum to zero within the program's tolerance; empty levels may hold ghost states of the PAW files; the exchange-correlation potential is rough where the density is thin.
